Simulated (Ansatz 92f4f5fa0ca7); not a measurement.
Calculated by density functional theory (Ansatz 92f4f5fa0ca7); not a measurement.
Periodic cell of 224 atoms, Si133O90H1, from a study of silicon, its oxide and their interface. The atomic structure is a simulated model.
Doubt: the cutoff is far below the 930 eV that the study's wrapper takes by default for these files, so forces and energies are approximate.

Settings
functional: PBE
potential files: Ansatz PAW
basis: plane waves
wave-function cutoff: 580 eV
density cutoff ratio: 5
exchange-correlation grid ratio: 1
k mesh: 1 x 1 x 1, Gamma-centred
self-consistency stop: 5e-08 eV per atom in the density residual
occupations: fixed
spin: none
net charge: +1 e, with a uniform compensating background and no finite-size correction

Cell vectors (angstrom)
a 10.938 0 0
b 0 10.938 0
c 0 0 32.369

Atoms: element, x, y, z (angstrom)
Si 0.4686 -0.5516 24.8009
Si 5.5769 -0.2764 24.9562
Si 2.5905 2.9381 24.9886
Si 8.0699 2.9596 24.7037
Si 0.3588 5.2299 24.8699
Si 4.8628 6.0123 24.866
Si 2.7211 8.2333 25.3479
Si 7.962 8.5497 24.7699
Si 1.3777 1.2668 26.127
Si 6.7986 1.4484 26.0733
Si 4.0795 4.2185 26.2507
Si 9.5654 4.1298 26.119
Si 1.2847 6.7797 26.3932
Si 6.7824 6.8826 26.0457
Si 4.1792 9.5999 26.4959
Si 9.5978 9.5782 26.1376
Si 2.719 0.0505 27.645
Si 8.2049 0.0612 27.5047
Si -0.0124 2.6953 27.5146
Si 5.4641 2.7725 27.5445
Si 2.7135 5.4637 27.6802
Si 8.1758 5.5005 27.495
Si -0.0802 8.2202 27.6179
Si 5.5476 8.144 27.6488
Si 4.1018 1.3673 28.9507
Si 9.5708 1.3673 28.9507
Si 1.3673 4.1018 28.9507
Si 6.8362 4.1018 28.9507
Si 4.1018 6.8362 28.9507
Si 9.5708 6.8362 28.9507
Si 1.3673 9.5708 28.9507
Si 6.8362 9.5708 28.9507
Si 0 0 30.318
Si 5.469 0 30.318
Si 2.7345 2.7345 30.318
Si 8.2035 2.7345 30.318
Si 0 5.469 30.318
Si 5.469 5.469 30.318
Si 2.7345 8.2035 30.318
Si 8.2035 8.2035 30.318
Si 1.3673 1.3673 31.6852
Si 6.8362 1.3673 31.6852
Si 4.1018 4.1018 31.6852
Si 9.5708 4.1018 31.6852
Si 1.3673 6.8362 31.6852
Si 6.8362 6.8362 31.6852
Si 4.1018 9.5708 31.6852
Si 9.5708 9.5708 31.6852
Si 2.7345 0 0.6835
Si 8.2035 0 0.6835
Si 0 2.7345 0.6835
Si 5.469 2.7345 0.6835
Si 2.7345 5.469 0.6835
Si 8.2035 5.469 0.6835
Si 0 8.2035 0.6835
Si 5.469 8.2035 0.6835
Si 4.1018 1.3673 2.0507
Si 9.5708 1.3673 2.0507
Si 1.3673 4.1018 2.0507
Si 6.8362 4.1018 2.0507
Si 4.1018 6.8362 2.0507
Si 9.5708 6.8362 2.0507
Si 1.3673 9.5708 2.0507
Si 6.8362 9.5708 2.0507
Si 0 0 3.418
Si 5.469 0 3.418
Si 2.7345 2.7345 3.418
Si 8.2035 2.7345 3.418
Si 0 5.469 3.418
Si 5.469 5.469 3.418
Si 2.7345 8.2035 3.418
Si 8.2035 8.2035 3.418
Si 1.2804 1.4207 4.7349
Si 6.8483 1.37 4.8585
Si 4.1743 4.0471 4.7424
Si 9.5383 4.1137 4.8436
Si 1.3654 6.8237 4.7653
Si 6.8432 6.7986 4.7694
Si 4.1286 9.5459 4.7463
Si 9.5606 9.5917 4.7903
Si 2.8521 0.1495 5.9845
Si 8.1543 -0.086 6.241
Si -0.0908 2.6777 6.2155
Si 5.534 2.7942 6.2709
Si 2.7057 5.3467 5.9894
Si 8.1945 5.5 6.2626
Si -0.0476 8.1293 6.1681
Si 5.3992 8.0988 6.1004
Si 3.8369 1.6966 7.4331
Si 9.7965 0.9972 7.5482
Si 1.5618 3.8624 7.3693
Si 6.5725 4.4641 7.6765
Si 4.168 6.518 7.3348
Si 9.2869 7.1237 7.6067
Si 1.1599 9.8791 7.0622
Si 6.8995 9.2318 7.4455
O 11.0183 5.8857 23.3848
O 4.5627 0.0453 23.7001
O 8.0811 8.1947 8.0343
O 2.6722 2.7611 7.9159
O 7.1355 4.0527 23.8934
O 1.6794 9.2647 24.5697
O 5.3592 5.5445 7.9293
O 0.1298 -0.0713 7.8619
O 7.032 4.1625 9.2445
O 5.9367 9.826 8.6436
O 10.0452 6.5512 8.9626
O 3.2625 9.4993 8.98
O 4.3454 0.9704 8.802
O 1.0097 4.7015 8.6598
O 9.2537 1.3683 9.0454
O 3.2733 6.9128 8.6511
O 7.4169 6.2221 22.3104
O 8.897 2.1427 23.5339
O 5.0963 5.4919 23.3263
O 3.342 2.4023 23.62
O 10.9341 -0.2613 23.2436
O 3.7452 7.2043 24.542
O 1.4399 4.0313 24.5568
O 6.7648 9.6465 24.4206
Si 14.6518 1.0673 22.7655
Si -1.2608 2.5811 22.1664
Si 0.74 11.5288 22.0522
Si 11.6149 0.7633 14.92
Si 5.8632 -0.6382 12.0182
Si 11.6467 15.7361 12.6156
Si 9.3863 1.568 10.6684
Si 5.2837 4.0353 19.9893
Si 9.8989 8.0139 13.4348
Si 10.4253 -2.9678 16.4169
Si 10.8023 5.2611 9.6516
Si -0.2774 5.4463 21.8441
Si 8.6064 -1.2603 11.4597
Si 8.7818 5.0291 13.1697
Si 7.2527 3.5444 15.589
Si 12.2616 6.0237 15.3523
Si 5.7048 5.6754 17.3382
Si 4.5558 10.3853 9.3428
Si 13.4351 1.4556 18.6809
Si 9.6898 0.7427 19.8468
Si -1.0972 2.2423 16.9676
Si 12.6344 9.8859 17.1596
Si 5.1787 1.1127 20.0493
Si 3.5862 7.7335 16.3966
Si 13.0346 4.1174 20.012
Si -3.591 9.6572 19.8031
Si 8.412 7.4307 21.9102
Si 2.5654 2.4231 13.3536
Si 5.6435 -1.4302 14.8658
Si 2.8275 8.0901 9.6728
Si -3.5461 -2.6342 17.04
Si 0.8302 11.6338 11.9587
Si 6.4912 4.9617 22.691
Si 1.6013 -7.1536 17.2019
Si 11.198 8.8436 10.8982
Si 5.4224 1.4272 14.0956
Si 8.1225 4.0522 10.4498
O 8.1594 2.5526 11.0658
O 5.7474 -1.6977 13.2494
O 9.818 1.4956 18.412
O 3.6913 -6.6596 20.3732
O -1.3075 8.9646 10.3871
O 0.1256 0.1915 20.5859
O 1.1905 8.1015 9.7737
O 15.0746 2.4022 13.7715
O 17.9925 -1.208 11.048
O 12.5385 0.1591 18.2486
O 10.9531 6.4159 16.2715
O 10.3937 -2.3994 14.8818
O 7.9112 4.4417 14.391
O 13.2734 12.213 12.2045
O 6.8088 6.7965 16.9761
O 11.1461 11.2159 13.4236
O 12.9392 4.6407 15.8786
O 19.7072 -0.5517 19.5828
O 0.314 13.0909 22.3405
O 6.0438 0.8528 12.6791
O 5.6883 2.5423 19.4193
O -1.9373 1.7863 20.9115
O 5.0838 0.1109 15.0332
O 7.9422 5.0628 11.7264
O 12.5596 2.0817 14.6474
O 6.1767 4.1524 21.3382
O 1.798 4.7316 18.5238
O 0.9416 10.3171 11.0181
O 3.8925 0.7401 19.1163
O 11.3703 8.8869 17.3621
O 11.5053 5.485 11.1148
O 10.9369 12.8112 11.1266
O 3.0434 -1.9815 17.3543
O 6.0952 4.4082 16.3652
O -2.2189 8.1755 23.346
O 0.9885 16.8562 13.7634
O 10.1679 4.1472 12.9516
O 5.7306 5.1472 18.8799
O 9.6123 4.1837 21.9086
O 4.2479 6.4193 17.12
O 3.473 7.8871 11.1519
O 4.6384 -0.5252 10.9645
O 7.6246 8.4756 20.9153
O 1.8677 2.452 19.87
O 8.985 -2.8594 17.1148
O -1.1399 6.7501 21.2808
O -2.2161 -1.9269 12.9211
O 9.0856 0.2669 11.5604
O -0.6355 12.1128 15.8033
O 4.6266 8.3736 15.3574
O 8.41 2.9436 16.5865
O 2.3628 -3.6884 15.4552
O -4.7146 10.8026 20.1735
O 9.6024 4.1703 9.7523
O 13.5207 2.4684 17.3767
O 2.3505 0.3725 22.1784
O 11.1263 8.0934 12.3395
O 6.5353 2.2911 14.8646
O -1.7499 6.556 13.5171
O 0.0281 3.407 17.0682
O 12.0161 4.9273 21.034
O 4.6846 1.4912 21.5515
O 7.0144 -1.7078 15.7298
O 12.5249 -0.3762 15.663
O 6.8393 -1.9343 18.4002
O 12.9501 3.8126 12.6695
H 3.7558 7.0286 11.4853

Results
free energy: -135753.688 eV
free energy less fixed offsets of H -15.97, O -568.88, Si -635.61 eV per atom: -2.388 eV

Forces (eV/angstrom), in the order of the atoms: element, x, y, z
Si 0.0004 -0.0122 -0.074
Si -0.0715 0.0653 0.1041
Si -0.0022 0.0084 -0.0339
Si 0.0157 -0.0365 0.0754
Si -0.0242 0.0132 0.0802
Si -0.0785 0.0394 -0.0244
Si 0.0365 -0.035 0.2012
Si 0.0699 -0.0273 0.0078
Si 0.0093 0.027 0.0508
Si 0.0038 -0.0207 -0.0026
Si -0.0253 0.0059 0.0321
Si 0.0502 -0.0041 0.0153
Si 0.0146 -0.0235 -0.0115
Si 0.0151 0.0264 0.0332
Si -0.0146 -0.0056 -0.0023
Si -0.0611 0.0129 0.0331
Si 0.0012 -0.0317 -0.0217
Si -0.0041 0.0007 -0.0208
Si -0.0276 0.036 -0.0431
Si 0.007 -0.0081 -0.0075
Si 0.035 0.034 -0.0357
Si -0.0043 -0.0067 -0.0145
Si 0.0263 0.0033 -0.0113
Si -0.019 0.0047 -0.0057
Si 0.1058 0.5445 0.1435
Si -0.0664 0.0799 -0.2222
Si -0.3312 -0.5832 0.1369
Si 0.1323 0.1591 -0.3549
Si 0.1631 -0.0745 0.4755
Si -0.6042 -0.1064 0.0572
Si -0.19 0.0042 0.0754
Si 0.5209 0.22 -0.0697
Si -0.016 -0.0593 0.001
Si 0.052 0.0291 -0.0678
Si 0.0117 0.0141 0.0502
Si 0.0739 0.0204 -0.0488
Si -0.0814 -0.1481 -0.0554
Si -0.0843 0.0071 0.0326
Si 0.0827 -0.0088 -0.0214
Si 0.0622 0.0604 0.0537
Si 0.039 0.0032 -0.0297
Si -0.0511 -0.0118 -0.0269
Si -0.0064 -0.0099 -0.0047
Si -0.0053 0.068 0.0022
Si 0.0109 0.0148 -0.0412
Si -0.0294 0.0222 -0.028
Si -0.0625 0.0264 -0.0228
Si 0.0123 -0.0324 -0.0087
Si 0.0312 -0.0116 0.0184
Si 0.0076 -0.012 -0.0002
Si 0.0166 -0.0212 0.0198
Si 0.0019 0.0115 0.0282
Si 0.0129 0.008 0.0118
Si 0.016 -0.0305 0.0135
Si 0.0007 0.0241 0.0286
Si -0.0154 -0.0379 0.026
Si -0.1201 -0.0678 -0.0183
Si -0.0189 -0.0258 0.0087
Si 0.0183 0.0434 0.0081
Si -0.0786 0.0341 -0.0367
Si -0.0135 -0.0219 0.0378
Si -0.0423 -0.0249 -0.0113
Si 0.0263 -0.0493 0.0044
Si 0.0535 0.1251 0.0142
Si -0.1969 -0.112 -0.3056
Si 0.2837 0.2027 0.0959
Si 0.1572 -0.066 -0.2643
Si -0.0831 0.0323 0.386
Si -0.2748 -0.1413 0.1075
Si 0.2125 -0.1663 -0.4017
Si -0.1664 0.0675 -0.1198
Si 0.0434 -0.1443 -0.0001
Si 0.1776 0.0119 0.0784
Si -0.0175 -0.0449 -0.0077
Si -0.0388 -0.0535 -0.0093
Si 0.0325 -0.0021 0.0111
Si -0.0536 -0.0264 0.0123
Si 0.0362 0.0182 0.0661
Si 0.0175 0.0603 0.0384
Si -0.0457 -0.0388 -0.0104
Si -0.4887 -0.5117 0.0403
Si -0.0109 0.0685 -0.106
Si -0.0533 0.0137 -0.0453
Si 0.0958 0.0637 -0.0362
Si -0.0092 0.0615 -0.0787
Si -0.0431 -0.0145 -0.0101
Si 0.0561 -0.0906 -0.1376
Si -0.0317 0.0689 -0.2016
Si -0.1223 0.2657 0.08
Si 0.1215 -0.0776 0.2147
Si 0.0493 -0.0242 0.0864
Si 0.0128 0.0087 0.0747
Si 0.1402 -0.2646 0.0259
Si -0.06 -0.0011 0.1913
Si -0.0865 0.6218 -0.2015
Si 0.1604 -0.059 0.1706
O 0.0192 0.0066 -0.0112
O 0.0461 -0.0814 0.0203
O -0.006 -0.0334 -0.0595
O 0.0176 0.0222 -0.0008
O 0.039 -0.0349 -0.0554
O -0.0254 0.0354 -0.1155
O -0.0659 0.0464 -0.0715
O 0.1067 -0.1317 -0.1399
O -0.0456 0.0154 -0.0602
O -0.2426 0.0303 0.0715
O -0.0532 0.0786 -0.0665
O -0.5785 -0.2259 -0.3842
O 0.0416 -0.2605 0.2169
O 0.0533 -0.028 0.013
O 0.0309 -0.0309 -0.1506
O -0.1191 0.3049 0.1396
O -0.0306 -0.0222 -0.0815
O -0.0672 -0.0077 -0.0005
O -0.0252 0.031 0.0024
O -0.0441 0.0484 0.014
O -0.0033 -0.0181 0.0474
O 0.0506 -0.0531 -0.0779
O 0.0369 -0.0028 -0.0706
O 0.0411 -0.0401 -0.1323
Si -0.0267 0.0313 0.0735
Si 0.0495 -0.0173 0.1212
Si -0.0174 0.0289 0.0998
Si 0.0214 -0.0076 -0.0694
Si 0.092 0.0186 -0.0197
Si 0.0346 0.0079 -0.1726
Si 0.0703 -0.0935 -0.1704
Si -0.0092 0.0453 0.0476
Si -0.0544 -0.0296 -0.0682
Si 0.0029 -0.0114 -0.0289
Si -0.0373 -0.0586 -0.0786
Si 0.0312 -0.0264 0.1356
Si -0.0393 0.0572 -0.2076
Si -0.0171 0.0132 -0.1758
Si -0.0324 -0.0091 -0.0452
Si 0.0274 -0.006 -0.0597
Si -0.0234 0.002 -0.0836
Si 1.5472 1.0943 0.4685
Si -0.0506 0.0009 -0.0079
Si 0.0079 -0.011 0.0234
Si -0.0026 0.0316 -0.0934
Si 0.02 -0.0141 -0.0433
Si -0.0092 0.0208 0.0652
Si 0.0026 0.0044 -0.0528
Si 0.037 -0.034 0.0567
Si -0.0319 -0.0107 0.0323
Si 0.0231 0.0293 0.0889
Si 0.0112 0.0244 -0.1217
Si -0.0168 -0.0417 -0.1289
Si -0.2272 -1.1541 0.5218
Si 0.0063 -0.0265 -0.0955
Si -0.0268 0.0947 -0.09
Si 0.0009 0.0018 0.121
Si 0.0258 -0.0222 -0.0575
Si -0.1239 0.0719 -0.1046
Si 0.0036 0.0054 -0.1626
Si 0.0238 0.0131 -0.1247
O -0.0467 0.0614 0.1539
O 0.0092 0.0276 0.0416
O 0.0026 -0.0154 0.0319
O -0.0021 0.0033 -0.0512
O 0.0965 -0.0604 0.0277
O 0.0194 -0.0009 -0.0237
O -0.0007 0.0209 0.0005
O 0.0097 -0.0218 0.0796
O -0.0115 -0.0216 0.0725
O -0.0059 0.0274 0.0204
O -0.0003 -0.0003 0.0325
O -0.0022 0.0013 0.0147
O 0.0582 0.0704 0.0145
O 0.0072 -0.0553 0.0473
O 0.015 0.0195 0.0403
O -0.0143 -0.0033 0.0349
O 0.012 0.0247 0.0108
O 0.0153 0.0292 -0.0314
O -0.0115 0.014 -0.109
O -0.0179 -0.0173 0.1116
O 0.0176 -0.0046 -0.0322
O -0.0088 0.033 -0.0637
O 0.0241 0.0151 0.0297
O 0.0032 -0.0181 0.0729
O 0.024 0.0203 0.0471
O 0.0131 0.0074 -0.0623
O 0.0059 0.0259 0.0664
O 0.0554 -0.067 0.0332
O 0.0222 -0.0193 -0.0115
O -0.0121 0.0017 0.0052
O -0.0132 0.033 0.0404
O -0.0139 -0.0082 0.107
O 0.0142 -0.0048 0.0108
O 0.0124 -0.0128 0.0532
O -0.0304 0.0424 0.0226
O -0.0161 -0.0104 0.0339
O -0.0009 -0.0075 0.1088
O 0.006 -0.0252 0.0271
O -0.0018 0.0236 -0.0945
O -0.0047 -0.0022 0.0291
O -0.0048 0.3355 -0.1444
O -0.2128 -0.0034 -0.3653
O 0.0103 -0.0197 -0.0501
O 0.0084 0.0006 -0.0234
O 0.0235 0.0008 0.019
O -0.0085 0.0024 -0.0823
O 0.0316 -0.0184 0.1498
O -0.0026 0.0181 0.1045
O 0.0059 0.0005 0.054
O 0.0363 0.0323 0.0579
O 0.0216 -0.0085 0.053
O -0.0206 0.0081 0.0635
O 0.0082 -0.001 -0.0317
O 0.0374 0.0329 0.0685
O 0.0151 -0.0055 0.022
O 0.0047 0.0084 -0.0721
O 0.0494 0.0009 0.1028
O -0.0112 -0.0321 0.0374
O 0.0236 0.0233 0.0757
O -0.0428 -0.0195 0.0275
O -0.0531 0.028 -0.041
O -0.0063 -0.0171 -0.0457
O -0.0023 0.0071 0.0574
O -0.0179 0.02 0.0202
O 0.0216 0.0299 0.0575
O -0.0098 0.008 0.1015
H 0.0021 -0.1981 -0.0485

The program warned: the cutoff lies below the one the program advises for these potential files; the exchange-correlation potential is rough where the density is thin.
